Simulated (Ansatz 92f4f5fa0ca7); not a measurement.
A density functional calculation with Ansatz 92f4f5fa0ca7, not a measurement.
Periodic cell of 216 atoms, Si120O64H32, with a vacuum gap, from a study of silicon, its oxide and their interface. The atomic structure is a simulated model.

Settings
functional: r2SCAN
potential files: Ansatz PAW
basis: plane waves
wave-function cutoff: 800 eV
density cutoff ratio: 5
exchange-correlation grid ratio: 1
k mesh: 1 x 1 x 1, shifted by 0.5 0.5 0 of a step
self-consistency stop: 1e-11 eV per atom in the density residual
occupations: fixed
spin: none
net charge: 0
applied field: sawtooth along c, amplitude -0.015 V/angstrom in the program's sign convention, ramp centred at 0.9874 of c and 0.0252 of c wide, no dipole correction

Cell vectors (angstrom)
a  10.887  0  0
b  0  10.887  0
c  0  0  39.7249

Atoms and the computed forces on them: element, x, y, z (angstrom), force x, y, z (eV/angstrom)
Si  1.5328  -4.1473  27.4095  0.0119  0.014  -0.0132
Si  7.6791  2.6036  21.8877  0.0082  -0.0042  -0.0572
Si  0.4501  6.859  21.8668  0.0053  -0.0009  -0.0691
Si  0.0622  8.2034  28.5651  -0.0193  -0.0195  -0.0023
Si  10.3705  -13.2978  17.3245  0.002  0.0027  -0.0517
Si  6.8546  -4.2181  27.3053  -0.0154  -0.0109  -0.016
Si  10.6428  11.1494  25.7426  0.006  -0.0042  -0.0224
Si  4.2662  12.1765  23.8681  0.0058  -0.0047  -0.0523
Si  1.3177  1.2093  27.3305  -0.0193  -0.0151  -0.011
Si  9.6017  5.8124  24.0607  0.0029  -0.0077  -0.0533
Si  2.9067  5.4138  28.7291  -0.0026  -0.0282  0.0084
Si  5.6236  8.2042  28.6916  0.0285  0.0116  0.0113
Si  11.3318  5.0151  26.2361  -0.0069  -0.0021  -0.0085
Si  8.2853  5.4944  28.7675  0.0132  0.0096  0.0076
Si  13.9899  7.9265  24.8837  0.0013  -0.0034  -0.0461
Si  13.4106  13.5876  26.0817  0.005  -0.0039  -0.0177
Si  -1.3739  3.9757  27.4747  -0.0013  0.0004  -0.0176
Si  2.8867  0.0321  28.6288  0.0219  0.0376  0.0128
Si  -1.3924  9.4846  27.085  0.0191  0.0168  -0.0102
Si  4.1528  3.9195  27.3355  0.0153  0.009  -0.0127
Si  8.8079  2.6798  24.6174  -0.005  -0.0037  -0.0405
Si  8.2865  -0.1273  28.7489  -0.0206  -0.0258  0.002
Si  5.4076  13.6174  28.9478  -0.0313  -0.0236  -0.0037
Si  10.9371  2.6238  28.7546  0.0266  0.0099  0.0041
Si  1.4289  4.0746  30.0513  0.0007  0.0077  0.022
Si  4.0329  1.3716  30.2208  0.0052  0  0.0056
Si  1.4762  9.5156  29.9423  -0.0071  0.0154  0.0314
Si  4.2056  6.8525  30.037  0.0166  0.0158  0.0216
Si  6.879  4.1414  30.1052  -0.0112  -0.009  0.0297
Si  9.5937  1.295  30.0891  -0.0038  0.0094  0.0353
Si  6.9493  9.4537  30.1707  -0.0172  0.0052  0.0164
Si  9.6226  6.8838  30.0752  0.0072  0.0152  0.0242
Si  0.1067  -0.0306  31.3886  0.0403  -0.0532  0.2218
Si  2.7006  2.7554  31.5374  0.0196  -0.0221  0.1593
Si  0.0417  5.438  31.4064  -0.0069  -0.0224  0.1204
Si  2.7559  8.1464  31.3578  0.0064  -0.0181  0.2034
Si  5.4777  -0.0442  31.4512  -0.0097  0.0136  0.1261
Si  8.1989  2.6827  31.3894  0.0114  0.0249  0.2015
Si  5.5077  5.4951  31.4418  0.0075  -0.0437  0.2297
Si  8.2668  8.142  31.5477  0.0248  -0.0206  0.1748
Si  1.3409  1.3435  32.8336  0.21  0.1385  0.3454
Si  4.1171  4.1473  32.8089  -0.0798  -0.1397  0.2384
Si  1.3955  6.8267  32.7484  -0.0099  -0.2447  0.1919
Si  4.0669  9.489  32.7827  0.2196  0.063  0.1903
Si  6.8267  1.3834  32.7692  -0.1251  -0.2755  0.3462
Si  9.5314  4.0439  32.7568  0.1572  0.1561  0.1169
Si  6.8127  6.8025  32.8521  0.3995  -0.0054  0.438
Si  9.615  9.5747  32.807  0.0808  -0.3652  0.389
Si  -0.0473  2.6827  6.9582  0.1724  0.0899  -0.1959
Si  2.7187  -0.0221  6.9387  -0.0406  0.136  -0.2476
Si  0.0714  8.2113  6.9124  -0.3025  0.0526  -0.3949
Si  2.7222  5.5012  6.9327  -0.252  -0.0447  -0.285
Si  5.4761  2.7509  6.9135  -0.1137  -0.0685  -0.2887
Si  8.1777  0.0327  6.9103  -0.296  -0.0318  -0.296
Si  5.3762  8.1323  6.9697  -0.0428  0.1909  -0.1918
Si  8.1375  5.3695  6.9046  -0.0077  0.3211  -0.4844
Si  1.3387  4.1081  8.2073  0.0006  -0.0091  -0.1123
Si  4.0951  1.3749  8.2101  -0.0236  0.0351  -0.1483
Si  1.3819  9.5398  8.3807  -0.0286  0.0483  -0.196
Si  3.9886  6.8278  8.4233  0.0236  0.0091  -0.1972
Si  6.7703  4.0846  8.3649  -0.0666  0.0474  -0.21
Si  9.4773  1.3412  8.3756  0.0669  -0.0365  -0.187
Si  6.7323  9.5823  8.1928  0.0065  -0.0053  -0.1423
Si  9.5002  6.8251  8.0878  -0.0532  0.0495  -0.1483
Si  -0.0212  -0.0211  9.7462  -0.0079  -0.0004  -0.0235
Si  2.7555  2.7684  9.5138  -0.0137  -0.0068  0.0072
Si  -0.083  5.506  9.4507  0.0069  0.0034  -0.0035
Si  2.6449  8.2066  9.8797  -0.0122  -0.0195  -0.0453
Si  5.3666  0.0006  9.6142  -0.0021  -0.0127  -0.0161
Si  8.0796  2.679  9.7419  0.0124  0.0031  -0.0498
Si  5.3552  5.4326  9.7482  0.0071  -0.0094  -0.0415
Si  8.1027  8.1561  9.3818  0.017  -0.0153  0.0089
Si  -1.6303  0.2027  13.7403  -0.0146  -0.0013  -0.0246
Si  -0.302  2.8194  13.9417  0.0088  0.0066  -0.0382
Si  1.1061  6.7626  11.0289  -0.0415  -0.0313  -0.0078
Si  1.3393  11.2681  14.2057  0.0096  0.009  -0.0373
Si  6.6683  1.2863  11.0712  -0.0227  -0.0242  -0.0127
Si  9.4528  4.2111  10.8531  0.0321  0.039  -0.0091
Si  6.7257  6.979  10.8557  0.0473  0.0376  0.0024
Si  10.0581  7.5226  12.2805  -0.0032  -0.0004  0.0199
Si  -1.4956  -1.5343  10.8913  -0.0399  -0.0302  -0.0087
Si  3.0044  0.5794  12.4343  -0.019  -0.0159  0.0087
Si  -3.1659  10.3631  12.1433  0.0199  0.0152  0.0003
Si  8.2816  5.8355  12.0974  -0.0046  -0.0009  -0.0022
Si  4.9489  2.2277  12.4562  0.0046  0.0153  0.0059
Si  9.0595  5.3069  15.2574  -0.0025  -0.0002  -0.0327
Si  2.161  5.0272  12.212  0.0009  0.0017  -0.0023
Si  5.9348  8.7021  12.3406  -0.0002  -0.0102  -0.0035
Si  4.0482  -1.2204  11.2105  0.0234  0.0363  -0.0096
Si  8.1906  1.2629  16.1355  -0.0024  0.0007  -0.0453
Si  5.47  4.1003  23.1869  -0.002  -0.0027  -0.0461
Si  1.4155  1.4898  10.9187  0.0239  0.0293  -0.0019
Si  1.6476  -0.4548  17.1624  -0.0079  -0.0014  -0.0355
Si  5.9837  -7.8299  14.505  0.006  0.0118  -0.038
Si  12.7603  4.51  17.1699  0.0069  -0.0019  -0.051
Si  4.0052  4.0065  11.1129  -0.0355  -0.0276  -0.0028
Si  9.406  3.8706  19.6937  0.0028  -0.0002  -0.0417
Si  21.3496  7.2466  14.5996  -0.0014  -0.0025  -0.0393
Si  3.4143  -4.6777  22.4836  0.0032  0.0104  -0.0452
Si  7.3356  4.9787  17.8771  0  0.003  -0.0557
Si  7.5302  -7.9438  26.4753  0.0036  -0.0236  -0.0078
Si  7.8892  20.9819  18.1834  0.0067  0.0032  -0.0606
Si  -4.8862  15.648  26.1357  -0.014  0.0097  -0.0333
Si  -9.8062  9.6257  23.266  0.0051  -0.0036  -0.051
Si  -10.9693  13.0026  17.5842  -0.0012  -0.0068  -0.045
Si  11.3626  14.2877  11.9209  0.0054  -0.0166  0.0105
Si  8.0325  -13.7571  25.7894  -0.0075  -0.007  -0.0088
Si  4.6245  3.4544  17.1173  0.0041  0.0087  -0.0542
Si  6.6044  1.1417  27.7664  0.0062  0.0257  -0.0114
Si  6.4127  10.8635  20.503  0.0046  -0.008  -0.0467
Si  -4.9471  7.6992  17.9304  0.0031  -0.012  -0.0554
Si  5.4826  42.3491  25.4001  -0.018  0.0001  -0.026
Si  -14.7626  5.2554  14.1092  -0.0068  -0.0074  0.0045
Si  2.3161  -4.9697  14.3989  -0.0009  0.0082  -0.0404
Si  2.8197  10.9738  21.3331  0.0031  0.0003  -0.0571
Si  4.629  19.4624  20.7153  0.0105  0.003  -0.0513
Si  10.6963  5.9525  19.0465  0.0014  0.0013  -0.0465
Si  5.3652  -3.9535  14.8656  0.0078  -0.0082  -0.0456
Si  14.7577  0.8173  18.7851  -0.0007  0.0076  -0.0474
Si  4.938  10.2137  27.5754  0.0041  0.0038  -0.0118
O  4.317  7.3068  21.6835  -0.0074  -0.0142  0.0276
O  -7.5846  -1.3719  20.7863  -0.0063  0.0038  0.0178
O  10.8298  -0.3165  13.629  -0.0002  0  0.0062
O  10.0345  25.8311  14.8272  -0.0044  0.0026  0.0073
O  -0.8313  7.0337  17.9895  0.0037  -0.0147  0.038
O  -13.8561  15.0168  19.1016  0.0121  -0.0121  0.0368
O  19.8786  -7.6896  21.1276  -0.0159  -0.0129  0.0407
O  3.1726  -4.3264  24.0444  -0.0029  0.0071  0.029
O  1.1541  -5.4352  18.2654  -0.0165  0.0083  0.0327
O  7.0874  13.0337  15.3337  0.0128  -0.0137  0.0276
O  24.8029  12.6487  24.8145  -0.0136  0.015  0.0355
O  2.834  -9.81  20.0345  -0.0067  -0.0058  0.0353
O  15.5286  -13.4128  25.0237  0.0043  0.003  0.0048
O  15.0975  15.684  22.4335  0.0054  -0.0055  0.0115
O  3.1195  -0.2416  17.8101  0.0113  0.0062  0.026
O  28.8109  30.9749  25.186  0.0154  -0.0115  0.0082
O  10.9252  16.8532  24.9701  0.0118  -0.0075  0.044
O  27.0263  0.2565  19.4013  0.0079  -0.0049  0.0255
O  21.1123  2.6567  18.9887  -0.0097  0.0141  0.0262
O  -21.6371  17.8168  20.295  0.0067  0.0102  0.0399
O  -20.5497  7.1263  14.5442  0.008  -0.0031  0.0165
O  -2.657  12.8744  23.2778  0.0073  0.0038  0.0416
O  5.86  4.9941  24.4913  0.0064  0.005  0.0295
O  -3.1385  -0.5455  19.766  -0.0106  0.0057  0.0254
O  12.7105  -0.3801  15.5488  -0.001  -0.0082  0.0487
O  31.3005  -8.8031  16.5718  0.0082  0.0014  0.0201
O  6.8462  -1.893  17.6532  0  0.0039  0.0136
O  28.4658  3.8834  22.1438  -0.0097  0.0067  0.0281
O  -10.0318  23.6642  14.6599  -0.002  -0.0074  0.0158
O  16.7206  20.4274  21.297  -0.0023  -0.0012  0.0199
O  5.1739  10.9857  24.4753  0.007  -0.0101  0.0204
O  -2.3239  -5.8277  16.8135  -0.0038  -0.0057  0.0468
O  -19.4  18.5584  26.3015  -0.008  -0.0066  0.0257
O  3.7963  22.5534  22.4162  0.0099  0.0105  0.0424
O  -1.7402  -17.5221  24.1929  0.0007  0.0028  0.0131
O  -33.4518  -15.7254  22.5375  -0.0125  -0.0042  0.0334
O  12.7864  27.889  21.9139  0.0042  -0.0009  0.0136
O  4.3201  23.8778  17.9343  -0.0053  -0.0152  0.019
O  -18.3358  -6.4398  17.568  0  -0.0022  0.0209
O  -11.6625  -2.5121  15.723  -0.0005  0.0092  0.0411
O  16.9322  -6.7325  17.3911  0.0013  0.001  0.0181
O  -11.7746  1.6707  25.1552  0.0032  -0.0079  0.0197
O  9.3211  1.8358  13.5741  -0.004  -0.0018  0.0059
O  -3.342  11.5075  17.4632  -0.004  -0.0124  0.0263
O  1.0127  8.9903  17.5652  0.001  -0.0012  0.0165
O  -17.9313  6.4482  14.5481  0.0045  0.0052  0.0078
O  15.8307  18.9235  19.1919  -0.0129  0.0081  0.0391
O  6.8669  28.2169  18.3642  -0.0039  0.0059  0.0127
O  12.007  3.094  17.1573  -0.0027  0.001  0.0156
O  -20.3568  10.7164  22.1044  -0.0077  -0.0057  0.0257
O  0.6029  0.6636  17.6945  -0.0023  0.0047  0.016
O  -5.728  24.3859  23.7199  -0.0032  -0.0032  0.0182
O  -20.2965  -6.9998  25.6079  -0.0021  0.0008  0.0228
O  -4.0665  12.2472  21.2456  0.0047  0.0138  0.0174
O  8.5789  6.9848  24.5916  -0.0065  0.0196  0.0321
O  11.3275  8.3216  22.5598  0.0011  0.0096  0.0157
O  -5.5734  29.0991  16.4641  0.0035  0.0136  0.0456
O  -5.2058  -2.6555  13.9153  -0.008  -0.0059  0.0231
O  8.6702  -10.8944  15.2426  -0.0016  0.0091  0.0373
O  -17.1018  14.0735  15.5085  -0.0105  -0.0019  0.0325
O  31.16  -1.2878  17.9139  -0.0087  0.004  0.0171
O  0.1472  21.1859  24.3922  -0.0111  0.0116  0.0326
O  13.306  9.1331  24.0396  0.0051  -0.0048  0.0215
O  12.7616  4.9695  15.6294  -0.0028  -0.0106  0.0357
H  2.1663  0.5253  33.7661  -0.2433  0.3252  -0.2362
H  0.5044  2.1504  33.7661  0.1954  -0.4628  -0.2295
H  4.9277  3.3144  33.7414  -0.2204  0.3271  -0.2505
H  3.2831  4.9567  33.7414  0.4052  -0.2473  -0.2311
H  0.5923  7.6666  33.6809  0.2776  -0.2909  -0.326
H  2.2177  6.0052  33.6809  -0.2916  0.3665  -0.2519
H  4.874  8.6528  33.7151  -0.374  0.2588  -0.2641
H  3.2535  10.3191  33.7151  0.2481  -0.2846  -0.3174
H  6.0101  2.2103  33.7017  0.2786  -0.2683  -0.299
H  7.6486  0.5617  33.7017  -0.2617  0.296  -0.241
H  8.6892  4.8448  33.6893  0.2558  -0.2273  -0.3262
H  10.3367  3.206  33.6893  -0.2569  0.4007  -0.2799
H  7.6016  5.9491  33.7846  -0.2957  0.2595  -0.1743
H  5.9598  7.5921  33.7846  0.3985  -0.1918  -0.2683
H  10.4307  8.7469  33.7394  -0.2699  0.4185  -0.1391
H  8.7664  10.3688  33.7394  0.3726  -0.1087  -0.2965
H  -0.8527  3.5206  6.0257  0.2453  -0.4333  0.2783
H  0.7891  1.8758  6.0257  -0.3861  0.1415  0.288
H  1.8932  0.796  6.0063  0.1962  -0.3539  0.2604
H  3.5321  -0.8522  6.0063  -0.366  0.2807  0.2685
H  -0.7443  9.0392  5.98  0.434  -0.0946  0.224
H  0.8746  7.3714  5.98  -0.2471  0.4724  0.2638
H  1.9  6.3226  6.0003  0.4325  -0.3416  0.2295
H  3.5561  4.6917  6.0003  -0.1167  0.3377  0.3319
H  4.6655  3.5838  5.9811  0.2559  -0.2562  0.2683
H  6.2928  1.924  5.9811  -0.2021  0.417  0.2672
H  9.0263  -0.7614  5.9778  -0.2737  0.2016  0.3254
H  7.3558  0.8544  5.9778  0.4578  -0.1875  0.2261
H  4.5692  8.9686  6.0372  0.1841  -0.5172  0.2033
H  6.2291  7.3428  6.0372  -0.3409  0.0636  0.3464
H  7.3485  6.2229  5.9721  0.0581  -0.4224  0.1923
H  8.9797  4.5686  5.9721  -0.5184  0.1601  0.246

Results
free energy: -113755.245 eV
free energy less fixed offsets of H -15.71, O -570.45, Si -639.56 eV per atom: 3.475 eV

The program warned: the cutoff lies below the one the program advises for these potential files; the forces do not sum to zero within the program's tolerance; empty levels may hold ghost states of the PAW files; the exchange-correlation potential is rough where the density is thin.
